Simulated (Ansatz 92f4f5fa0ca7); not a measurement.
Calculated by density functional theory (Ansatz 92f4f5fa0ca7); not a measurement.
Periodic cell of 148 atoms, Si92O56, from a study of silicon, its oxide and their interface. The atomic structure is a simulated model.

Settings
functional: r2SCAN
potential files: Ansatz norm-conserving
basis: plane waves
wave-function cutoff: 1300 eV
density cutoff ratio: 4
exchange-correlation grid ratio: 1
k mesh: 2 x 2 x 1, shifted by 0.5 0.5 0.5 of a step
self-consistency stop: 5e-08 eV per atom in the density residual
occupations: Fermi-Dirac, 0.05 eV
spin: none
net charge: 0

Cell vectors (angstrom)
a 10.88 0 0
b 0 10.88 0
c 0 0 21.1347

Atoms and the computed forces on them: element, x, y, z (angstrom), force x, y, z (eV/angstrom)
Si 0.2825 0.2296 -0.2192 0.0862 0.4301 -0.2914
Si 3.3357 2.2632 -0.0389 0.2047 -0.1177 -0.6014
Si -0.0606 5.2909 0.1849 -0.1912 0.0432 -0.5143
Si 2.8897 7.7098 0.1696 0.062 -0.0159 -0.7228
Si 5.423 0.012 0.4187 -0.0949 0.0479 -1.0004
Si 8.6376 2.1482 -0.0692 -0.412 0.3338 -0.9771
Si 5.4178 5.6638 -0.0676 0.0436 0.0642 -0.6018
Si 7.6314 8.6585 0.1005 -0.2713 0.3455 -0.4979
Si 1.5819 1.3492 1.3703 0.087 0.0808 -0.3481
Si 4.3398 3.9709 1.2888 -0.1251 0.1788 -0.3508
Si 1.3461 6.6498 1.5087 -0.1274 -0.0607 -0.1667
Si 3.9677 9.4448 1.4723 0.0214 -0.3533 -0.0747
Si 6.972 1.3242 1.4946 0.214 0.1647 -0.25
Si 9.519 3.8524 1.4112 0.0533 -0.0367 -0.1088
Si 6.8293 6.8499 1.4149 -0.0252 0.1153 -0.0247
Si 9.6519 9.5628 1.1616 -0.1124 -0.1356 -0.3921
Si 0.1185 2.6458 2.7524 0.0168 -0.1414 0.0683
Si 2.7082 -0.0489 2.8355 -0.0513 -0.0185 0.1592
Si -0.0091 8.1466 2.6975 -0.0766 0.1001 -0.0802
Si 2.8127 5.2908 2.7135 0.255 -0.1255 0.0239
Si 5.6182 2.7346 2.8028 -0.006 0.0459 0.0177
Si 8.3171 -0.0552 2.7551 0.1888 -0.1187 0.1131
Si 5.4189 8.121 2.8112 -0.1519 -0.2037 0.0811
Si 8.1977 5.3907 2.7154 -0.066 0.0764 -0.1603
Si 1.4205 4.0418 4.124 0.0849 0.051 -0.0883
Si 4.1391 1.3612 4.0997 0.0287 -0.0562 -0.0489
Si 1.3055 9.4889 4.1591 0.0162 0.0556 -0.0391
Si 4.0753 6.7213 4.1445 0.0468 0.1543 -0.1492
Si 6.865 4.133 4.1915 -0.0602 -0.0099 0.0024
Si 9.6114 1.3266 4.1405 -0.0221 -0.0262 -0.1299
Si 6.8321 9.5228 4.1043 0.1258 -0.1477 -0.1403
Si 9.53 6.7889 4.0793 0.052 -0.0741 0.0487
Si -0.0136 -0.0219 5.5557 -0.0244 -0.0412 -0.0162
Si 2.7834 2.7248 5.4884 -0.1289 0.0585 -0.031
Si 0.0274 5.4258 5.4523 0.0751 0.0536 -0.0323
Si 2.7151 8.128 5.4774 0.011 -0.1176 -0.0048
Si 5.4637 0.0029 5.4758 0.0881 0.1192 0.039
Si 8.2426 2.7247 5.4771 0.0975 0.011 0.0634
Si 5.4562 5.4532 5.5516 -0.0037 0.0034 -0.0187
Si 8.1803 8.1682 5.4595 -0.1482 0.0069 -0.0068
Si 1.3481 1.4172 6.8058 0.1451 -0.0289 -0.0212
Si 4.0889 4.0932 6.9034 0.1019 -0.0341 0.2175
Si 1.3399 6.8022 6.8434 -0.0527 0.0747 0.0556
Si 4.063 9.5297 6.834 -0.0479 -0.0677 0.0119
Si 6.8158 1.4075 6.808 -0.0843 -0.0723 0.0358
Si 9.5857 4.0753 6.8728 -0.0605 -0.0331 0.0281
Si 6.8286 6.8582 6.8458 0.0424 -0.0124 0.0317
Si 9.455 9.5365 6.9031 0.0421 0.0511 0.0937
Si 0.0227 2.6798 8.2891 0.0366 0.106 0.1876
Si 2.6748 0.0825 8.1363 -0.065 0.0541 -0.1078
Si 0.0004 8.1949 8.2107 0.0511 -0.0638 -0.0798
Si 2.6613 5.453 8.2537 0.0393 -0.1883 0.04
Si 5.5246 2.7607 8.2454 -0.1245 0.0722 -0.1386
Si 8.0547 0.0632 8.2634 0.0724 -0.0262 -0.0187
Si 5.4625 8.2158 8.2252 0.0034 -0.0793 0.0563
Si 8.1975 5.4876 8.1657 -0.0866 -0.0547 0.0176
Si 1.3792 4.0483 9.7144 0.1254 -0.0037 0.2805
Si 4.0839 1.3599 9.4836 0.2421 -0.0757 0.004
Si 1.2013 9.7605 9.4926 -0.0906 -0.1186 0.2192
Si 3.9534 6.9752 9.5154 -0.1299 0.0405 0.4436
Si 6.75 4.2953 9.5605 0.4953 0.0756 0.4509
Si 9.3821 1.4274 9.6595 -0.0438 0.1208 0.1544
Si 6.6999 9.603 9.6813 -0.0712 0.113 0.3381
Si 9.5454 6.8183 9.5538 0.1499 -0.1839 0.2112
Si -0.5353 -0.2889 10.9743 0.131 0.1225 0.6886
Si 3.1586 2.915 10.9236 -0.0673 -0.0164 0.6586
Si -0.1676 5.306 10.997 -0.1826 -0.1423 0.6939
Si 2.8158 8.6617 10.6988 -0.2317 0.1871 0.7686
Si 5.0506 -0.1018 11.0499 -0.2945 -0.014 0.6799
Si 8.3554 3.2274 10.9121 -0.0827 0.1114 0.5719
Si 4.4681 5.6033 11.4212 -0.3758 -0.2452 -0.6643
Si 8.2147 8.2389 10.8342 0.0529 0.013 0.7065
Si 0.9138 3.7974 16.1123 -0.193 0.0998 -0.4328
Si 1.8594 6.7329 12.8093 -0.3551 0.5249 0.4074
Si 4.4372 12.6923 13.3837 -0.0838 -0.2228 0.478
Si 7.0277 14.3619 13.5945 0.177 -0.1136 0.4605
Si 7.3998 -0.5874 17.3269 -0.0986 0.1262 -0.1508
Si 4.6431 8.9021 17.6491 0.2196 0.0955 -0.2733
Si 10.6886 11.0582 13.9877 -0.0092 0.0464 0.4725
Si -3.2171 2.3783 18.0237 0.0633 -0.1817 -0.4987
Si 2.8492 6.9769 18.551 -0.0608 0.1664 -0.5746
Si -1.6583 13.4549 15.5626 0.2907 0.2321 0.0086
Si 8.8585 8.8233 15.1265 0.0474 -0.0051 0.0048
Si 7.2435 6.7056 13.4827 0.2926 0.0913 0.4626
Si 16.0974 6.8759 15.7269 -0.2738 -0.0354 0.0068
Si 2.3346 6.5275 15.7162 -0.0101 -0.3205 0.0855
Si 10.1076 8.9826 17.7044 -0.0101 -0.1231 -0.4199
Si 1.8504 4.0734 19.0358 -0.09 -0.1108 -0.3122
Si 6.7715 5.2781 18.0864 -0.0036 -0.1172 -0.4693
Si 12.7792 -0.3081 18.0892 0.1085 -0.1265 -0.6899
Si 2.2925 12.076 15.4208 -0.1472 0.1814 -0.0222
Si 8.9822 6.8724 19.3444 0.1722 -0.0725 -0.2813
O 1.3669 0.0768 -1.541 -0.6573 0.0301 0.8557
O 4.394 -3.3632 -2.6611 -0.3323 0.0233 -0.0715
O 2.7651 2.8903 -1.4701 0.0759 -0.1139 0.4924
O 4.4469 1.0722 -0.5104 -0.013 0.0029 0.9224
O -1.305 6.1418 -0.4862 0.3108 -0.0518 0.069
O 0.7401 4.5192 -1.0173 -0.1012 0.1795 0.3566
O 2.1362 7.3567 -4.0264 0.2332 -0.2002 0.274
O 9.8224 12.2109 -6.4026 0.076 -0.089 -0.0462
O 6.4846 -1.0597 -0.3277 0.2938 -0.2066 0.4672
O 7.8905 2.5182 -1.512 0.3316 -0.1344 0.6829
O 9.9371 1.2782 -0.6368 -0.0656 -0.147 0.4939
O 4.1409 6.6917 -0.142 -0.1405 -0.0029 0.0435
O 5.9559 5.362 -1.6307 -0.2115 0.1224 0.8337
O 6.8093 3.7103 -3.5214 0.1018 0.0906 0.3258
O 7.8208 7.9032 -1.3484 0.1357 0.049 0.2467
O -0.0189 0.4019 12.3916 -0.2185 -0.3127 -0.5687
O -2.0283 -0.8764 18.0581 0.0608 -0.2267 0.0322
O 3.1539 2.3223 12.4905 -0.0074 0.1999 -0.683
O 4.4228 4.0001 11.0184 -0.6873 0.44 0.1686
O 0.4972 5.9117 12.4075 0.2434 -0.0035 -0.5036
O 1.8896 8.0808 11.9236 0.235 -0.2767 -0.2545
O 3.9326 9.6246 11.4711 0.0258 -0.0643 -0.8402
O 5.2813 11.59 12.4985 -0.0797 -0.1659 -0.5658
O 3.783 1.1465 14.7494 0.1039 0.2364 -0.4518
O 9.8535 9.6917 14.1988 -0.0208 0.0148 0.0177
O 9.5419 4.2478 11.5033 -0.0346 -0.1897 -0.6985
O 7.6123 2.7052 12.2961 0.2299 0.1242 -0.4168
O 5.8387 7.0062 14.239 0.1204 -0.1525 -0.2442
O 7.4037 7.3573 12.0048 0.2331 0.4103 -0.4388
O 9.3316 9.3428 11.4238 0.0322 0.2556 -0.4981
O 14.7469 5.9788 15.6407 -0.0113 0.3398 0.0297
O 1.7807 2.7272 15.2691 -0.0074 -0.1975 0.1982
O 2.7919 5.3614 18.6937 -0.1349 0.0139 0.1926
O 8.3556 7.4984 14.3644 -0.2434 -0.0575 -0.2073
O 4.7408 8.4056 16.0898 0.0726 -0.1934 0.3622
O 6.1041 9.5243 17.939 -0.0252 -0.0822 0.0763
O -0.5964 3.79 15.5269 0.0474 -0.3509 0.2526
O 3.1629 16.6976 12.4579 0.8411 -0.2362 -0.3948
O 10.215 18.6424 18.7627 -0.2907 0.0318 0.1736
O 1.3826 5.2623 15.7526 0.1429 0.0945 0.0901
O -1.1375 -2.6573 16.3308 -0.0909 0.2967 0.1198
O 1.9154 7.2869 14.3506 0.0379 -0.3188 -0.4703
O 5.462 3.0386 13.7868 -0.0331 -0.1632 -0.3498
O 12.1784 11.0465 14.6415 -0.128 0.1263 -0.0654
O 7.8085 13.8701 14.928 -0.1437 0.0364 -0.2949
O 2.1613 7.8022 19.7806 0.3433 -0.0794 0.6119
O 0.633 -1.1445 17.4905 0.0685 0.0996 0.4045
O 7.6672 -1.0961 15.7698 0.1726 -0.1158 0.2416
O -1.8337 13.1784 17.1573 -0.2861 0.0363 0.0473
O -3.9228 11.8505 17.5602 0.2311 0.0901 0.1842
O 1.0711 3.5503 17.7084 0.2657 0.1864 0.3579
O 6.2023 6.1575 16.815 -0.0011 -0.0519 0.217
O 13.0788 11.7683 17.0173 -0.0896 -0.1896 0.1534
O 7.3525 15.9605 13.4562 -0.2965 0.1034 -0.1218
O 14.2504 -1.0427 18.0413 -0.1222 -0.0223 0.2071
O 8.3085 -5.0729 18.3149 -0.0288 0.215 0.358

Results
free energy: -36833.340 eV
free energy less fixed offsets of O -463.61, Si -117.95 eV per atom: -19.780 eV
pressure: -2.03 GPa
stress xx, yy, zz, yz, xz, xy (GPa, positive in tension): 2.18, 1.19, 2.72, 1.33, -1, -0.37
